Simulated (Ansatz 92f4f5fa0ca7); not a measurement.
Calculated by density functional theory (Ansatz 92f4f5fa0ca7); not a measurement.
Periodic cell of 237 atoms, Si147O90, from a study of silicon, its oxide and their interface. The atomic structure is a simulated model.
Doubt: the cutoff is far below the 930 eV that the study's wrapper takes by default for these files, so forces and energies are approximate.
This geometry differs little from another in the collection (a relaxation step or a small displacement).

Settings: functional PBE; potential files Ansatz PAW; basis plane waves; wave-function cutoff 580 eV; density cutoff ratio 5; exchange-correlation grid ratio 1; k mesh 1 x 1 x 1, Gamma-centred; self-consistency stop 5e-08 eV per atom in the density residual; occupations fixed; spin none; net charge 0.

Cell vectors (angstrom)
a, 11.6015, 0, 0
b, 0, 10.938, 0
c, 0, 0, 33.0088

Atoms: element, x, y, z (angstrom)
Si, -0.0181, 0.0972, 24.2038
Si, 4.1594, 0.0029, 24.1463
Si, 7.7077, -0.1007, 24.4793
Si, 2.0828, 1.23, 24.1915
Si, 5.9551, 1.4663, 24.5294
Si, 9.5501, 1.3694, 24.2786
Si, 0.308, 5.523, 24.2485
Si, 3.9328, 5.514, 24.4505
Si, 7.9026, 5.5899, 24.3499
Si, 2.1259, 7.0243, 24.3539
Si, 5.9091, 6.8258, 24.3291
Si, 9.8975, 6.8696, 24.129
Si, 2.0321, 2.6617, 26.1877
Si, 5.8854, 2.8483, 26.3879
Si, 9.7276, 2.7459, 26.2242
Si, 0.1004, 4.0874, 26.1761
Si, 3.9118, 4.1225, 26.3503
Si, 7.8469, 4.1823, 26.285
Si, 2.0022, 8.3818, 26.2448
Si, 5.8329, 8.1684, 26.2873
Si, 9.808, 8.1497, 26.1917
Si, 0.0193, 9.6828, 26.2074
Si, 3.9883, 9.6519, 26.19
Si, 7.8194, 9.4361, 26.3234
Si, 0.0369, 0.0267, 28.1854
Si, 3.9308, 0.0268, 28.1656
Si, 7.8042, -0.015, 28.1759
Si, 1.9816, 1.3672, 28.1695
Si, 5.8741, 1.3624, 28.2096
Si, 9.7156, 1.3857, 28.1701
Si, 0.0689, 5.4461, 28.1456
Si, 3.8688, 5.5108, 28.2294
Si, 7.7999, 5.5095, 28.2118
Si, 1.9549, 6.8945, 28.1367
Si, 5.8287, 6.8137, 28.2049
Si, 9.7535, 6.8294, 28.1651
Si, 1.9336, 2.7345, 30.1095
Si, 5.8008, 2.7345, 30.1095
Si, 9.6679, 2.7345, 30.1095
Si, 0, 4.1018, 30.1095
Si, 3.8672, 4.1018, 30.1095
Si, 7.7343, 4.1018, 30.1095
Si, 1.9336, 8.2035, 30.1095
Si, 5.8008, 8.2035, 30.1095
Si, 9.6679, 8.2035, 30.1095
Si, 0, 9.5708, 30.1095
Si, 3.8672, 9.5708, 30.1095
Si, 7.7343, 9.5708, 30.1095
Si, 0, 0, 32.0431
Si, 3.8672, 0, 32.0431
Si, 7.7343, 0, 32.0431
Si, 1.9336, 1.3673, 32.0431
Si, 5.8008, 1.3673, 32.0431
Si, 9.6679, 1.3673, 32.0431
Si, 0, 5.469, 32.0431
Si, 3.8672, 5.469, 32.0431
Si, 7.7343, 5.469, 32.0431
Si, 1.9336, 6.8362, 32.0431
Si, 5.8008, 6.8362, 32.0431
Si, 9.6679, 6.8362, 32.0431
Si, 1.9336, 2.7345, 0.9679
Si, 5.8008, 2.7345, 0.9679
Si, 9.6679, 2.7345, 0.9679
Si, 0, 4.1018, 0.9679
Si, 3.8672, 4.1018, 0.9679
Si, 7.7343, 4.1018, 0.9679
Si, 1.9336, 8.2035, 0.9679
Si, 5.8008, 8.2035, 0.9679
Si, 9.6679, 8.2035, 0.9679
Si, 0, 9.5708, 0.9679
Si, 3.8672, 9.5708, 0.9679
Si, 7.7343, 9.5708, 0.9679
Si, -0.0388, -0.0048, 2.9061
Si, 3.8256, 0.0183, 2.9303
Si, 7.6754, -0.0016, 2.8553
Si, 1.8808, 1.3906, 3.0111
Si, 5.75, 1.3804, 2.8849
Si, 9.6209, 1.3367, 2.8297
Si, -0.0071, 5.4629, 2.8938
Si, 3.7904, 5.4032, 2.9462
Si, 7.6617, 5.4827, 2.9119
Si, 1.914, 6.8199, 2.8506
Si, 5.7032, 6.7907, 2.8823
Si, 9.6391, 6.7904, 2.9246
Si, 1.8182, 2.6336, 5.1148
Si, 5.6944, 2.7536, 4.8037
Si, 9.5739, 2.89, 4.579
Si, -0.0613, 4.1239, 4.8386
Si, 3.7231, 4.0608, 4.9492
Si, 7.6263, 4.1771, 4.8802
Si, 1.927, 8.2614, 4.6983
Si, 5.7117, 8.0868, 4.8384
Si, 9.6248, 8.0952, 4.9042
Si, -0.0785, 9.5263, 4.8074
Si, 3.8613, 9.595, 4.8804
Si, 7.669, 9.3648, 4.6138
Si, -0.2926, 0.0031, 6.6965
Si, 3.8345, -0.1096, 6.9705
Si, 7.6648, -0.0807, 6.3314
Si, 1.7453, 1.058, 7.1655
Si, 5.7698, 1.2664, 6.6317
Si, 9.4705, 1.4225, 6.3099
Si, -0.1111, 5.5811, 6.7229
Si, 3.7352, 5.4212, 6.9304
Si, 7.6712, 5.4306, 6.9781
Si, 1.7948, 6.9203, 6.5889
Si, 5.6911, 6.725, 6.8308
Si, 9.5125, 6.9609, 7.078
O, 5.6451, 7.7075, 8.1779
O, 7.6806, 4.4168, 8.331
O, 10.7069, 10.1891, 8.0603
O, 9.092, 2.294, 7.6904
O, 7.9294, 10.0827, 7.7902
O, 9.3782, 7.9963, 8.4298
O, 1.4698, 8.1148, 7.7549
O, 6.2765, 2.24, 7.8907
O, 0.3263, 4.5893, 8.0089
O, 4.0174, 9.8228, 8.2971
O, 3.886, 4.4544, 8.3093
O, 1.4565, 1.4408, 8.7818
O, 2.2743, 7.8601, 22.8955
O, 6.317, 2.4168, 23.2007
O, -0.0866, 10.0336, 22.8833
O, 2.1169, 2.2107, 22.8566
O, 3.5897, 4.4438, 23.2118
O, 4.7287, 10.1037, 22.7828
O, 9.0478, 2.3249, 22.9861
O, 5.906, 7.7367, 22.9363
O, 9.8583, 7.92, 22.8163
O, 7.7924, 4.6636, 22.9836
O, 7.4033, 9.9911, 23.0518
O, 0.8524, 4.5564, 22.9731
Si, 1.65, 7.8044, 9.3515
Si, 0.8839, 1.446, 15.4529
Si, 3.1147, 5.3234, 17.0899
Si, 2.254, 3.7937, 22.5243
Si, 6.4033, -4.1145, 13.6583
Si, 0.5586, 5.0058, 9.5724
Si, 13.5085, 7.901, 21.2994
Si, -0.5602, 2.989, 11.3966
Si, -1.4239, 4.8211, 16.6005
Si, 7.586, 2.9883, 16.7789
Si, 1.8819, 9.6964, 11.6913
Si, -0.8559, 8.9707, 21.9121
Si, -0.4836, 14.7276, 19.1117
Si, 7.0921, 8.9167, 19.2896
Si, 0.4077, 11.862, 18.5522
Si, -0.1261, 3.9558, 14.2194
Si, -3.1592, 7.0353, 17.5693
Si, 4.8895, 9.2075, 12.0106
Si, 4.8509, -1.2752, 17.326
Si, 6.0988, 9.2559, 22.3702
Si, 11.8022, -1.4625, 14.3779
Si, 2.7463, 3.5478, 14.5063
Si, 2.0095, 1.605, 10.3275
Si, 8.682, 0.9688, 10.7516
Si, 3.5179, 4.0404, 9.8542
Si, 6.2694, 12.0382, 12.6236
Si, 6.9082, 11.2456, 15.4527
Si, 2.2877, 8.2586, 16.5393
Si, 7.7214, 2.7751, 8.4477
Si, 5.2014, 4.1214, 12.4058
Si, 5.9992, 5.4465, 16.4314
Si, 4.5471, 8.4817, 9.0887
Si, 7.6509, 3.1046, 22.5621
Si, -2.1971, 10.7794, 19.6067
Si, 1.9198, -5.8662, 19.9708
Si, 9.2663, 9.6519, 8.6257
Si, 8.3524, 2.7601, 19.7286
Si, 2.5123, 9.8373, 19.1037
Si, 8.6734, 8.6398, 14.8759
O, 6.4066, 9.0905, 20.7671
O, 7.8587, 10.0653, 14.8322
O, 10.9472, 4.2617, 10.3657
O, -2.6824, 14.7596, 16.381
O, -0.8224, 16.0832, 15.1065
O, 3.0366, 4.1428, 15.9869
O, 3.9105, 10.3991, 18.4554
O, 5.7837, -4.5594, 15.1065
O, -0.304, 15.0196, 17.5158
O, 3.2736, 9.033, 12.2332
O, 6.2035, 1.1103, 14.2378
O, 7.7659, 0.7146, 12.0752
O, 1.2807, 9.0263, 10.3306
O, 11.8945, 4.9428, 19.9449
O, 9.0253, 10.4285, 10.0725
O, -8.3293, 7.4899, 9.4784
O, 2.3144, 1.9579, 14.7719
O, 2.7551, 9.0661, 20.5246
O, 7.3961, 3.1478, 20.9657
O, 2.2736, 0.2598, 11.1945
O, -0.2049, 2.6109, 15.1421
O, 3.4238, 2.4196, 10.1343
O, 4.5748, 4.6092, 10.9611
O, 9.5594, 14.7853, 19.5652
O, 5.2856, 10.7839, 12.2122
O, 6.313, 3.8435, 16.1645
O, 6.223, 5.3888, 12.8079
O, -1.7796, 6.1802, 17.4372
O, 4.0166, 3.8447, 13.5264
O, 10.0814, 1.7114, 11.125
O, -0.9221, 3.6488, 12.842
O, 2.3065, 6.6347, 16.5627
O, 2.4935, 3.891, 20.9253
O, 5.586, 8.08, 12.9835
O, 1.7953, 8.8426, 17.9966
O, -1.3445, 8.8839, 14.4477
O, 4.6827, 5.6462, 17.3529
O, 1.4355, 4.3123, 13.8719
O, 2.5067, 4.8086, 18.4922
O, -3.0341, 8.2071, 16.4465
O, -1.7775, 9.7908, 20.8451
O, 0.2981, 8.1407, 21.1061
O, -4.3554, 5.9974, 17.2801
O, 1.5304, 11.0825, 19.4272
O, 5.7209, -0.2527, 16.4218
O, 5.9044, 2.6467, 12.1797
O, 13.9401, 6.5139, 20.5743
O, -0.9715, 10.9541, 18.5229
O, 0.9511, 2.3959, 11.2863
O, 0.5795, 6.6286, 9.7452
O, 7.7572, 12.4049, 16.2198
O, 8.0302, 10.2112, 18.9324
O, 1.2375, 8.6622, 15.3563
O, -3.768, 13.0334, 9.9156
O, 5.9077, -2.2015, 18.17
O, 5.3017, 8.8742, 10.4661
O, 7.9276, 7.4684, 13.939
O, 1.0055, 1.1827, 17.057
O, 11.7496, 2.3109, 19.3606
O, 3.8328, 8.8199, 16.3368
O, 0.2656, 11.0398, 14.8005
O, 7.4303, 2.8092, 18.3949
O, -3.4773, -3.2933, 19.062
O, 2.0215, 4.6034, 10.1399
O, 0.7424, 9.4594, 12.8311
O, 9.0171, 1.3272, 20.1201

Results
free energy: -144630.409 eV
free energy less fixed offsets of O -568.88, Si -635.61 eV per atom: 3.461 eV

Forces (eV/angstrom), in the order of the atoms: element, x, y, z
Si, 0.0124, 0.0088, 0.0126
Si, 0.0045, -0.0108, 0.0053
Si, -0.0157, -0.0148, 0.0175
Si, -0.0087, -0.014, 0.0092
Si, 0.0157, 0.0066, 0.0102
Si, -0.0024, 0.0039, 0.0102
Si, 0.0125, 0.0009, 0.0084
Si, -0.0051, -0.0041, 0.0076
Si, 0.0055, 0.0049, 0.0059
Si, -0.0032, 0.0104, 0.0094
Si, 0.0083, 0.0075, -0.0007
Si, -0.0082, -0.0045, 0.0124
Si, 0.0039, 0.0064, -0.0109
Si, -0.0037, 0.0031, -0.0144
Si, 0.0016, -0.0009, -0.0084
Si, -0.0078, 0.0029, -0.0188
Si, 0.0043, 0.0014, -0.0057
Si, -0.0031, -0.0098, -0.0133
Si, -0.0004, -0.0006, -0.0242
Si, 0.0028, 0.003, -0.0148
Si, 0.0019, -0.0014, -0.0089
Si, -0.0076, -0.0021, -0.0109
Si, -0.0077, 0.0005, -0.008
Si, -0.0137, 0.0037, -0.0255
Si, -0.0062, 0.0063, 0.0042
Si, 0.0024, 0.007, -0.0026
Si, -0.0004, 0.0028, 0.0039
Si, 0.0037, -0.0063, 0.0048
Si, 0.0016, -0.0082, -0.0019
Si, 0.006, -0.0088, -0.0016
Si, -0.0007, 0.0081, -0.0001
Si, -0.0002, 0.0033, -0.0036
Si, -0.003, 0.0061, 0.0062
Si, 0.0026, -0.0055, 0.0064
Si, -0.0013, -0.0063, 0.0038
Si, 0.0032, -0.0074, -0.0031
Si, 0.0337, 0.0648, -0.0031
Si, 0.1124, 0.0341, 0.1659
Si, -0.01, 0.0211, -0.029
Si, 0.1057, -0.006, -0.1011
Si, -0.089, -0.0166, 0.19
Si, 0.079, 0.0063, 0.0914
Si, -0.058, 0.0613, -0.0777
Si, 0.0207, 0.0544, 0.0496
Si, 0.1426, 0.0476, -0.1118
Si, 0.0234, 0.0357, 0.0057
Si, 0.0548, 0.0018, -0.163
Si, 0.0705, 0.0178, 0.0357
Si, 0.0017, 0.0474, -0.0347
Si, -0.0088, 0.1128, 0.0161
Si, 0.0017, -0.0522, -0.0609
Si, -0.0099, -0.1803, 0.0548
Si, -0.0131, 0.0296, 0.0331
Si, 0.0198, 0.0441, -0.0455
Si, -0.0047, 0.0636, -0.0146
Si, 0.0106, 0.0391, 0.0646
Si, 0.0041, 0.0521, 0.027
Si, 0.0101, -0.0136, -0.042
Si, -0.0015, -0.0142, 0.0163
Si, -0.0046, -0.1084, -0.0019
Si, -0.0206, -0.0651, 0.4157
Si, -0.0264, 0.024, -0.1713
Si, -0.0433, 0.0044, -0.4088
Si, 0.0414, -0.1009, -0.0232
Si, -0.0939, -0.141, 0.1255
Si, -0.0607, -0.0301, 0.1667
Si, 0.0341, 0.0586, -0.2734
Si, -0.1615, -0.0487, 0.0763
Si, -0.0048, -0.0408, 0.3115
Si, 0.0066, 0.0027, 0.0095
Si, -0.0643, 0.0689, 0.1609
Si, -0.0669, -0.0349, -0.2995
Si, 0.003, 0.016, -0.011
Si, 0.0087, 0.0085, -0.0009
Si, 0.0087, 0.0041, -0.003
Si, -0.0082, -0.0099, -0.0027
Si, -0.003, -0.0111, -0.0043
Si, -0.0136, -0.0016, 0.0015
Si, 0.0058, 0.0102, 0.0034
Si, -0.0064, 0.0099, -0.0015
Si, 0.0025, 0.0137, -0.007
Si, -0.0029, -0.0025, -0.0003
Si, -0.0088, -0.0072, -0.0053
Si, -0.0008, -0.0142, -0.0066
Si, 0.0122, 0.0048, 0.0208
Si, -0.0129, 0.0045, 0.0128
Si, 0.0133, 0.0016, 0.0094
Si, -0.0323, -0.0068, 0.0038
Si, -0.0021, -0.0057, 0.0151
Si, 0.0052, -0.0083, 0.0177
Si, 0.0143, 0.0003, 0.0126
Si, 0.0332, 0.0053, 0.0132
Si, 0.0037, 0.0117, 0.017
Si, 0.0151, -0.0091, 0.0175
Si, -0.0021, 0.0006, 0.0107
Si, -0.0075, -0.0077, 0.0135
Si, -0.0069, -0.0077, -0.0225
Si, -0.006, 0.0096, -0.0007
Si, 0.0161, -0.0186, -0.0122
Si, 0.0034, -0.0009, -0.0212
Si, -0.0048, 0.003, -0.0105
Si, -0.0077, 0.0112, -0.0107
Si, -0.002, 0.0167, -0.0189
Si, -0.0095, 0.0073, -0.0224
Si, 0.0012, 0.0095, -0.0032
Si, -0.0045, -0.0073, -0.0077
Si, -0.0002, -0.0003, -0.0128
Si, -0.0071, -0.0138, -0.0003
O, -0.0179, 0.0155, 0.0103
O, 0.002, -0.0134, -0.0016
O, -0.0112, -0.0065, 0.0084
O, -0.0024, 0.0052, 0.0102
O, 0.0004, -0.0029, 0.0044
O, 0.001, 0.0143, -0.0051
O, 0.0014, 0.0103, 0.0164
O, 0.0066, 0.0018, -0.0035
O, 0.0076, -0.0108, 0.0139
O, 0.008, -0.0201, 0.0124
O, -0.0014, -0.0187, 0.0179
O, 0.0071, 0.0022, 0.0153
O, -0.0093, 0.0063, -0.0354
O, 0.0015, 0.0051, -0.0037
O, -0.0094, -0.0194, -0.0138
O, -0.0003, 0.0255, -0.0085
O, -0.0155, -0.0094, -0.001
O, 0.0136, -0.0078, -0.007
O, -0.0086, 0.0126, -0.0064
O, 0.0007, 0.0111, -0.0045
O, 0.0131, 0.0229, -0.0176
O, -0.0045, -0.0117, -0.0034
O, -0.0062, -0.0046, -0.0082
O, 0.0106, -0.0104, -0.0058
Si, -0.002, -0.0072, -0.008
Si, -0.0022, -0.0052, 0.0038
Si, -0.0072, 0.0008, 0.0002
Si, 0.0007, -0.0049, 0.0066
Si, -0.005, 0.0005, 0.0111
Si, 0.0075, -0.0027, 0
Si, -0.0027, -0.0022, 0.0177
Si, 0.0018, 0.0033, 0.0185
Si, 0.0017, -0.0027, -0.0008
Si, -0.0006, -0.0009, 0.0015
Si, -0.0033, -0.0009, 0.0082
Si, 0.0022, -0.0127, 0.0023
Si, -0.0016, 0.0009, -0.0117
Si, -0.0069, 0.0052, 0.004
Si, -0.0021, -0.0031, -0.0085
Si, -0.0018, -0.0026, -0.0038
Si, -0.0043, 0.0048, -0.001
Si, -0.0017, -0.0006, 0.0055
Si, -0.0019, -0.003, 0.0006
Si, -0.0092, -0.0038, 0.0021
Si, 0.0032, 0.0013, 0.0022
Si, 0.0019, 0.0018, 0.0027
Si, 0.0069, 0.0086, -0.0007
Si, -0.0037, -0.0024, 0.0025
Si, 0.0029, 0.0109, 0.0039
Si, 0.0064, -0.0017, 0.0128
Si, -0.0032, 0.0003, 0.0031
Si, -0.0027, -0.0007, 0.0068
Si, -0.0014, 0.016, 0.0049
Si, -0.005, 0.0006, 0.0059
Si, -0.0008, 0.0019, -0.0002
Si, -0.0014, -0.0099, -0.0092
Si, 0.0035, -0.0009, 0.0028
Si, -0.0058, -0.0034, -0.0089
Si, 0.0148, 0.0157, -0.0043
Si, 0.0015, -0.0128, 0.0016
Si, -0.01, -0.0047, 0.0011
Si, -0.0017, -0.0068, -0.0084
Si, 0.0018, -0.0001, 0.0063
O, 0.0063, -0.0028, -0.0161
O, -0.0014, -0.0005, -0.0012
O, -0.0049, -0.0227, 0.0068
O, -0.0019, 0.0008, -0.0007
O, -0.0011, 0.0005, -0.007
O, -0.0013, 0.0001, -0.0045
O, 0.0022, 0.0006, 0.0013
O, 0.0003, -0.0013, -0.0025
O, -0.0003, -0.001, -0.0008
O, 0.0049, 0.0007, -0.0077
O, 0.0006, -0.0013, -0.0011
O, -0.0071, 0.0021, -0.0044
O, 0.0031, 0.0088, 0.0033
O, -0.0035, 0.001, 0.0079
O, -0.0008, 0.0124, 0.0037
O, 0.0107, 0.0091, -0.0117
O, -0.0021, -0.0011, -0.0007
O, -0.0032, 0.0009, 0.0001
O, 0.0026, -0.0014, -0.0111
O, -0.001, -0.0033, -0.0078
O, 0.0035, 0.0003, -0.0078
O, -0.0075, -0.0095, -0.0092
O, 0.0092, -0.0026, 0.0045
O, 0.0054, 0.0014, 0.0052
O, -0.0005, 0.0004, -0.0079
O, -0.0001, -0.0005, -0.0024
O, 0.0037, 0.0025, -0.0077
O, 0, -0.0002, 0.0018
O, -0.0039, -0.0016, 0.0002
O, 0.0076, 0.014, -0.0102
O, 0.0098, -0.0002, -0.0047
O, 0.0041, -0.0014, 0.0007
O, -0.0036, 0.0111, -0.0117
O, 0.003, -0.0036, -0.0045
O, 0.004, -0.0018, -0.0082
O, -0.0023, -0.0004, -0.0061
O, -0.0005, -0.0002, 0.002
O, -0.0062, -0.0036, -0.0029
O, 0.0019, 0.0054, 0.0019
O, 0.0009, -0.0006, -0.0032
O, -0.0042, 0.007, -0.0025
O, 0.0096, -0.0013, 0.015
O, -0.0005, -0.0011, -0.0007
O, -0.0015, 0.0026, 0.0058
O, 0.0023, 0.0002, -0.0047
O, 0.0008, -0.0014, -0.0081
O, -0.0095, -0.0267, -0.0006
O, 0.0036, 0.0046, 0.0022
O, -0.0086, 0.0041, -0.0088
O, -0.0009, 0.0028, -0.0069
O, -0.0014, -0.0022, -0.0024
O, -0.0012, 0.0007, 0.0027
O, -0.0006, -0.0001, -0.0032
O, 0.0087, -0.0174, 0.0039
O, -0.005, 0.0017, -0.0034
O, 0.0009, 0.0005, 0.0016
O, 0.0005, 0, -0.0055
O, -0.0019, 0.0017, -0.0045
O, -0.0021, -0.0016, 0.0056
O, -0.0017, -0.0004, -0.0009
O, 0.0031, 0.0017, -0.003
O, -0.0014, 0.0016, -0.0046
O, 0.0033, -0.0069, 0.0023
O, 0.0002, -0.0046, -0.0081
O, -0.0039, 0.0006, 0.0008
O, 0.0002, 0.0004, 0.0063

The program warned: the cutoff lies below the one the program advises for these potential files; the exchange-correlation potential is rough where the density is thin.
